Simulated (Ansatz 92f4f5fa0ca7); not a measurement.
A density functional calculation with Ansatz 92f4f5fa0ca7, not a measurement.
Periodic cell of 223 atoms, Si131O90As2, from a study of silicon, its oxide and their interface. The atomic structure is a simulated model.
Doubt: the cutoff is far below the 930 eV that the study's wrapper takes by default for these files, so forces and energies are approximate.

Settings: functional PBE; potential files Ansatz PAW; basis plane waves; wave-function cutoff 580 eV; density cutoff ratio 5; exchange-correlation grid ratio 1; k mesh 1 x 1 x 1, Gamma-centred; self-consistency stop 5e-08 eV per atom in the density residual; occupations fixed; spin none; net charge 0.

Cell vectors (angstrom)
a 10.938 0 0
b 0 10.938 0
c 0 0 32.1988

Atoms: element, x, y, z (angstrom)
Si 10.6249 0.1708 24.8014
Si 5.7436 10.6681 24.7377
Si 2.5646 2.9098 24.5812
Si 8.4983 2.4971 24.8657
Si 0.2693 5.1196 24.7918
Si 5.1424 5.7259 24.6796
Si 2.9381 8.0082 24.6118
Si 7.986 8.4536 24.7129
As 2.0495 0.6006 25.1557
Si 6.8674 1.3131 26.0846
Si 4.0206 4.1084 26.0263
Si 9.6197 4.0707 26.2001
Si 1.4051 6.8124 25.9929
Si 6.8043 6.8344 25.9798
Si 4.1385 9.5029 26.0163
Si 9.4859 9.6033 26.1772
Si 2.7713 -0.0394 27.3546
Si 8.1606 0.0121 27.5599
As 0.1107 2.6085 27.4302
Si 5.4527 2.741 27.35
Si 2.7 5.4644 27.4469
Si 8.1762 5.4876 27.3628
Si 0.0009 8.1781 27.3685
Si 5.4888 8.1503 27.4277
Si 4.0758 1.391 28.7395
Si 9.5369 1.4076 28.8731
Si 1.3137 4.141 28.8411
Si 6.8239 4.108 28.7423
Si 4.1006 6.8116 28.7951
Si 9.5522 6.8335 28.7538
Si 1.3523 9.575 28.7365
Si 6.797 9.5428 28.8384
Si -0.0031 0.0006 30.1475
Si 5.4398 0.0153 30.1473
Si 2.718 2.7537 30.141
Si 8.1695 2.7603 30.1701
Si -0.0245 5.4974 30.1693
Si 5.4729 5.4572 30.1481
Si 2.7298 8.2091 30.1316
Si 8.2097 8.1963 30.1553
Si 1.3673 1.3673 31.515
Si 6.8362 1.3673 31.515
Si 4.1018 4.1018 31.515
Si 9.5708 4.1018 31.515
Si 1.3673 6.8362 31.515
Si 6.8362 6.8362 31.515
Si 4.1018 9.5708 31.515
Si 9.5708 9.5708 31.515
Si 2.7345 0 0.6835
Si 8.2035 0 0.6835
Si 0 2.7345 0.6835
Si 5.469 2.7345 0.6835
Si 2.7345 5.469 0.6835
Si 8.2035 5.469 0.6835
Si 0 8.2035 0.6835
Si 5.469 8.2035 0.6835
Si 4.124 1.3585 2.059
Si 9.5693 1.3548 2.0545
Si 1.3713 4.1189 2.0387
Si 6.8502 4.0857 2.0598
Si 4.106 6.8283 2.056
Si 9.5803 6.8348 2.0529
Si 1.3832 9.5497 2.0561
Si 6.8308 9.5897 2.052
Si 0.001 -0.0317 3.3942
Si 5.4929 0.0113 3.473
Si 2.7788 2.7807 3.3694
Si 8.1961 2.6972 3.4507
Si 0.0241 5.4792 3.4348
Si 5.4871 5.465 3.4104
Si 2.7721 8.2084 3.4503
Si 8.2129 8.2264 3.3842
Si 1.3979 1.3907 4.639
Si 6.8529 1.3465 4.91
Si 4.163 4.0835 4.8054
Si 9.5818 4.0829 4.7645
Si 1.42 6.83 4.8219
Si 6.8329 6.886 4.7333
Si 4.1425 9.5747 4.8502
Si 9.5643 9.5505 4.7941
Si 2.7531 0.1079 6.0645
Si 8.2145 -0.0636 6.2704
Si 0.0343 2.6735 6.0478
Si 5.4838 2.7234 6.2949
Si 2.8228 5.4743 6.1818
Si 8.1802 5.4775 6.0461
Si 0.0196 8.185 6.1593
Si 5.5376 8.2202 6.2375
Si 3.8471 1.5673 7.6066
Si 9.8471 1.1403 7.4551
Si 1.6401 3.7959 7.3157
Si 6.659 4.4133 7.4863
Si 4.414 6.6303 7.5477
Si 9.3759 6.9426 7.4109
Si 1.1486 9.9169 7.3002
Si 7.1712 9.2238 7.6754
O 8.3204 8.0809 7.9226
O 2.7268 2.731 7.9562
O 9.6514 1.4253 24.319
O 4.0517 6.8575 24.1167
O 0.0362 0.0256 7.9605
O 5.5327 5.5064 8.0371
O 6.8731 9.5714 24.1827
O 1.3194 3.9504 24.2252
O 3.8696 7.3859 8.9346
O 0.8306 4.3723 8.6111
O 9.8252 6.1646 8.8035
O 2.1184 9.3855 8.5116
O 7.5144 3.9248 8.812
O 4.2836 0.92 9.0741
O 6.7491 9.5558 9.2317
O 9.2215 1.8597 8.801
O 7.8218 3.2444 23.5666
O 10.4742 5.7843 23.4818
O 5.0351 0.4224 23.4309
O 5.7933 4.9946 23.3548
O 3.2648 2.4734 23.1303
O 2.261 8.7511 23.2832
O 8.6992 7.7846 23.3818
O -0.0811 10.1764 23.4611
Si 4.4685 1.5846 22.4374
Si 3.5128 7.9186 14.0373
Si 7.14 0.9463 14.6654
Si 0.9129 9.3067 22.5065
Si 1.2 4.3022 11.8848
Si 6.2911 8.952 15.3185
Si 0.6997 1.3603 12.3045
Si 8.6583 4.9383 20.5098
Si 0.3384 5.7084 9.3691
Si 5.1283 3.1099 17.9386
Si 0.9084 3.7328 16.7529
Si 10.427 2.8263 19.2316
Si 5.2959 1.1759 10.3533
Si 0.9121 0.157 19.8567
Si 6.6643 9.4561 10.8699
Si 9.365 9.6628 18.3312
Si 9.4126 9.2396 12.5752
Si 6.6427 3.8221 22.5996
Si 2.4517 8.0685 9.3858
Si 10.6161 7.3553 17.0808
Si 2.5372 6.2787 16.5855
Si 10.2009 4.481 14.1939
Si 6.1672 9.1692 18.5156
Si 7.9822 2.5714 9.5849
Si 8.9012 2.1382 12.4548
Si 5.3664 6.2292 18.069
Si 3.9517 0.5431 19.4609
Si 4.2961 3.8339 12.0513
Si 5.5663 6.5941 12.1397
Si 8.0402 2.4882 17.2194
Si 4.3838 2.4727 14.966
Si 1.5625 1.2031 15.2633
Si 1.5941 9.4063 12.0531
Si 8.0758 6.8406 13.8659
Si 10.4058 9.8259 15.4926
Si 9.8547 6.9717 22.5527
Si 8.1374 5.4682 17.4077
O 6.0672 7.9543 11.296
O 6.0523 9.19 16.8982
O 7.7017 1.3561 13.1968
O 0.9137 1.7398 13.8752
O 9.4546 6.2434 16.8821
O 6.7865 6.192 13.1343
O 5.1577 4.6448 18.6126
O 9.2559 2.1377 18.274
O 2.3929 0.0787 19.0888
O 9.4375 10.2204 16.7726
O 2.8078 4.4324 11.7148
O 5.0913 10.3055 19.0998
O 9.4477 3.2315 13.5011
O 0.4827 1.7466 19.9632
O 3.1762 1.3562 15.0691
O 8.1955 5.3569 19.0208
O 3.9192 6.5853 17.3977
O 4.6065 3.278 16.3828
O 9.0872 5.6576 14.3168
O 5.6738 2.6241 22.0931
O 10.7009 4.1379 15.6902
O 0.3641 3.8532 18.2883
O 10.4513 10.4965 19.2277
O 9.6652 10.0162 14.0354
O 11.0098 7.9913 22.0307
O 1.2146 2.1488 16.5382
O 9.7508 3.7237 20.4199
O 8.1642 4.0162 16.6804
O -0.0183 9.0983 11.9136
O 6.6126 2.406 18.0089
O 5.5985 10.7114 11.2021
O 7.7761 9.5776 18.8499
O 10.0509 1.0172 12.066
O 1.3208 6.958 9.0792
O 0.6482 4.7572 13.3569
O 5.7362 7.6071 18.9836
O 5.2569 5.0789 11.5211
O 2.7393 6.9723 15.1242
O 0.9354 2.7359 11.4737
O 0.8861 10.6746 15.554
O 2.4297 8.5816 10.922
O 4.7122 2.4243 11.2759
O 4.2739 3.503 13.6811
O 2.2269 4.6692 16.4984
O 10.7311 8.239 15.7029
O 6.9507 10.2789 14.668
O 2.3642 8.9423 13.435
O 8.0557 1.5056 15.9098
O 4.153 6.9855 12.8638
O 4.2002 1.9927 18.7078
O 7.3242 4.4476 21.2802
O 8.4308 2.923 11.1089
O 1.2053 6.8516 17.3653
O 5.6747 1.5623 14.7611
O 8.1495 9.7497 11.597
O 9.2417 6.2654 21.233
O 8.9852 7.7068 12.8576
O 1.6768 0.113 11.893
O 6.6711 6.1307 17.0642
O 7.4205 7.7886 15.0398
O 1.2341 10.2761 21.2384
O 10.0566 8.1845 18.3604
O 3.9953 0.8483 21.0689
O 0.3498 5.3244 10.937
O 6.7145 1.5663 9.6495
O 4.7992 8.6955 14.6911

Results
free energy: -144176.647 eV
free energy less fixed offsets of As -4856.12, O -568.88, Si -635.61 eV per atom: -0.297 eV

Forces (eV/angstrom), in the order of the atoms: element, x, y, z
Si 0.1796 0.028 -0.2746
Si 0.0242 -0.0777 0.0333
Si -0.1192 -0.2102 -0.2489
Si 0.0072 -0.0495 -0.0335
Si 0.0305 0.0029 0.0015
Si -0.0334 -0.0045 -0.0835
Si 0.0866 -0.039 0.0607
Si 0.0012 0.054 -0.0688
As -0.2722 0.4081 0.3492
Si -0.0353 0.0149 -0.0138
Si 0.0121 0.0367 0.0303
Si 0.118 -0.1149 -0.2215
Si -0.0207 0.022 -0.0364
Si 0.0155 -0.0253 0.0242
Si 0.0932 -0.0854 0.1354
Si -0.0295 0.0194 0.0075
Si 0.0397 -0.1049 -0.1289
Si 0.0354 -0.0132 -0.0028
As -0.0028 -0.0254 -0.0035
Si 0.0334 0.0102 0.0172
Si 0.0088 -0.0208 0.0145
Si -0.0076 0.007 0.1565
Si -0.0117 -0.0338 0.0198
Si -0.0301 0.0316 -0.0399
Si -0.0221 -0.0046 -0.0472
Si 0.1325 -0.115 -0.0497
Si 0.1212 -0.1445 -0.0675
Si -0.0501 0.0135 -0.0073
Si -0.0276 0.0289 0.0167
Si -0.005 0.0563 -0.0041
Si 0.0326 0.0328 -0.0349
Si -0.0232 0.027 0.002
Si 0.0196 -0.0008 -0.0015
Si -0.0409 0.014 -0.0101
Si 0.0021 -0.0278 0.0074
Si -0.029 0.1363 -0.0161
Si -0.1463 0.0284 -0.0161
Si -0.0198 0.0152 0.009
Si -0.0173 0.0334 -0.0035
Si -0.0115 0.0169 0.0083
Si 0.0741 -0.0375 -0.0321
Si -0.1651 0.0215 0.0231
Si 0.0177 -0.0429 0.0124
Si -0.1308 0.1254 0.1128
Si 0.0272 0.1944 -0.017
Si 0.0537 -0.0909 0.0188
Si -0.1748 0.0338 -0.0324
Si 0.0278 -0.0217 0.0305
Si 0.0562 -0.0484 0.1521
Si -0.0303 0.0363 -0.0787
Si -0.0373 -0.0274 0.0779
Si 0.0626 -0.0954 0.0645
Si -0.0069 0.138 -0.1173
Si 0.0805 -0.0949 0.1384
Si 0.1388 -0.0656 0.0306
Si 0.0015 0.0282 0.0713
Si 0.0019 -0.0003 -0.0165
Si -0.0083 0.0016 -0.0004
Si 0.0004 0.0076 0.0002
Si 0.0016 0.0033 -0.0052
Si -0.0055 0.0038 -0.0021
Si -0.0015 -0.0008 -0.0042
Si 0.002 -0.0006 -0.0201
Si -0.0049 0.0074 -0.0023
Si -0.0095 -0.0027 -0.0053
Si 0.0004 -0.0014 -0.0014
Si -0.0028 0.0048 -0.001
Si -0.0012 0.0009 -0.0024
Si -0.0029 0.0017 -0.0004
Si -0.0031 0.0011 -0.004
Si -0.0007 -0.0021 0.0001
Si -0.0021 -0.0003 -0.004
Si 0.004 -0.0029 0.004
Si -0.002 -0.0012 -0.0017
Si -0.0034 0.0009 0.0049
Si -0.0026 0.0004 -0.0023
Si 0.0005 -0.001 -0.0013
Si 0.0017 -0.0008 0.0022
Si -0.0027 0.0012 0.0017
Si -0.0025 -0.0001 0.0033
Si -0.0016 0.0012 -0.0027
Si -0.001 -0.0004 -0.0013
Si 0.0017 0.0006 -0.0097
Si 0.0016 0.0023 -0.0025
Si -0.0002 0.0025 -0.0022
Si 0.0025 -0.0006 -0.0021
Si -0.0002 0.0005 -0.003
Si -0.0018 0.0005 -0.0051
Si 0.0005 0.0049 0.0013
Si -0.0027 -0.0023 0.0037
Si 0.0026 0.0024 -0.0026
Si -0.0027 -0.0006 -0.0006
Si -0.001 -0.0033 0.0003
Si -0.0024 0.0017 0.0015
Si -0.0004 -0.0011 -0.0017
Si 0.0031 0.0024 0.0029
O 0.0022 0.0053 -0.0055
O 0.0007 -0.001 -0.0001
O 0.0794 -0.0138 0.1221
O -0.0142 0.0143 0.013
O -0.0014 -0.0014 -0.0031
O -0.0007 -0.0003 -0.0013
O -0.0112 0.0003 0.0045
O 0.0407 -0.0859 0.1165
O 0.0001 0.0007 -0.0061
O -0.0017 -0.0028 -0.0044
O -0.001 0.0011 -0.0059
O 0.0001 0.0007 -0.0047
O 0.0005 0.0004 -0.0063
O -0.0013 0.0011 -0.0084
O -0.0002 -0.0003 -0.0104
O 0.0022 0.0007 -0.0075
O 0.0263 -0.0063 0.0419
O 0.0038 -0.0325 0.0374
O -0.0289 0.0871 -0.072
O 0.0271 -0.0322 0.0226
O 0.1127 -0.001 -0.0257
O -0.0748 -0.0024 -0.0761
O 0.005 -0.0245 0.0314
O 0.0302 -0.0565 -0.0329
Si 0.0391 0.1083 -0.062
Si 0.0007 -0.0001 0.0277
Si 0.0009 0 0.0286
Si -0.1822 0.0051 0.0023
Si -0.0004 -0.0003 0.0275
Si -0.0011 0 0.0283
Si -0.0014 -0.0002 0.0251
Si -0.0013 -0.0031 -0.009
Si -0.0023 0.0012 0.0147
Si 0.0043 0.0034 0.0147
Si 0.0006 0.0018 0.0213
Si -0.005 0.0025 0.0025
Si 0.0016 -0.0016 0.022
Si -0.0201 0.0138 0.0018
Si -0.0009 -0.001 0.0256
Si -0.0057 -0.0018 0.01
Si -0.0005 0.0003 0.0294
Si -0.0195 -0.0143 -0.0093
Si -0.0005 0.0002 0.0151
Si -0.0003 -0.0015 0.0184
Si 0.005 -0.0046 0.0213
Si 0.0004 -0.0021 0.0299
Si -0.0015 -0.0054 0.0127
Si -0.0011 0 0.0172
Si -0.0005 -0.0032 0.0276
Si -0.0014 0.0035 0.0173
Si 0.0078 0.0016 -0.0074
Si 0.0008 0.0002 0.0303
Si 0.0006 0.0005 0.026
Si -0.0015 0.0005 0.0201
Si -0.0022 -0.0006 0.029
Si 0.0003 0.0008 0.0261
Si 0.0009 -0.0001 0.027
Si -0.0023 0.0011 0.0284
Si 0 0.0013 0.0235
Si 0.0043 0.0023 -0.0147
Si -0.0029 -0.0001 0.0208
O -0.0001 0.0005 -0.0154
O -0.0012 0.0018 -0.0123
O 0.0004 -0.0001 -0.0169
O -0.0003 0.0012 -0.0175
O 0 -0.0002 -0.0109
O -0.0006 -0.0004 -0.0159
O -0.0002 -0.0013 -0.0102
O 0.0021 0.0007 -0.0095
O -0.0029 -0.0033 0.0058
O -0.001 -0.0011 -0.0145
O -0.0007 0.0012 -0.0166
O -0.0058 0.0075 0.0011
O 0.0004 -0.0009 -0.0168
O 0.0061 -0.0045 -0.0018
O -0.0015 -0.001 -0.0165
O 0.0019 -0.001 -0.0039
O -0.0016 0.0004 -0.0133
O -0.0019 0.0001 -0.0136
O -0.0009 0.001 -0.0146
O 0.0091 -0.0102 0.0422
O -0.0027 0.0017 -0.0181
O -0.0016 -0.0027 -0.0084
O 0.0074 0.0036 -0.0079
O -0.0012 -0.0007 -0.0186
O 0.0204 0.009 0.0143
O 0 -0.0008 -0.0137
O -0.0016 -0.0017 -0.0006
O 0.0003 0.0014 -0.0128
O -0.0004 -0.0003 -0.0171
O -0.0016 -0.0009 -0.011
O -0.0008 0.001 -0.0142
O 0.0013 0.0007 -0.009
O -0.0005 0.0013 -0.0156
O 0.0012 -0.0003 -0.0098
O 0.001 -0.0005 -0.0177
O -0.0019 0.0003 -0.0099
O -0.0016 -0.0004 -0.0145
O -0.0006 0.0027 -0.017
O 0.0006 0.0021 -0.0152
O -0.0012 0.0005 -0.0149
O -0.0014 -0.0008 -0.0143
O -0.0008 -0.0006 -0.0151
O -0.0001 0.0014 -0.0194
O -0.001 0.0016 -0.0146
O -0.0008 -0.0005 -0.0141
O -0.0006 0.0002 -0.0158
O -0.0016 0.0008 -0.0168
O -0.0021 0.0009 -0.0154
O -0.001 0.0005 -0.0161
O -0.005 -0.0048 -0.005
O -0.0128 0.0007 0.0135
O -0.0016 0.0012 -0.0158
O -0.0032 0.0022 -0.0113
O 0.0009 -0.001 -0.0169
O -0.0003 0.0009 -0.0164
O 0.0038 0.0027 0.0102
O -0.0001 -0.0002 -0.0152
O -0.0007 -0.0008 -0.0162
O 0.0015 0.0001 -0.0102
O 0.0007 -0.0012 -0.0165
O 0.0188 0.0016 0.0802
O -0.0011 0.0002 -0.0094
O -0.0103 0.0099 0.0596
O 0 0.0015 -0.0141
O -0.0007 0 -0.0129
O -0.0029 -0.0017 -0.0168

The program warned: the cutoff lies below the one the program advises for these potential files; the forces do not sum to zero within the program's tolerance; the exchange-correlation potential is rough where the density is thin.
